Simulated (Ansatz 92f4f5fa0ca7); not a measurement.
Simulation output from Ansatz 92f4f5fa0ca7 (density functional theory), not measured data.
Periodic cell of 462 atoms, Si286O176, from a study of silicon, its oxide and their interface. The atomic structure is a simulated model.
This geometry differs little from another in the collection (a relaxation step or a small displacement).

Settings: functional r2SCAN; potential files Ansatz PAW; basis plane waves; wave-function cutoff 800 eV; density cutoff ratio 5; exchange-correlation grid ratio 1; k mesh 1 x 1 x 1, Gamma-centred; self-consistency stop 1e-10 eV per atom in the density residual; occupations fixed; spin none; net charge 0.

Cell vectors (angstrom)
a 16.3305 0 0
b 0 16.3305 0
c 0 0 29.6968

Atoms and the computed forces on them: element, x, y, z (angstrom), force x, y, z (eV/angstrom)
Si 0.2561 -0.2421 0.16 0 -0.0002 -0.0006
Si 2.6835 2.7901 -0.1121 -0.0002 -0.0003 -0.0011
Si 0.3532 4.9687 -0.3062 0 -0.0002 -0.0016
Si 3.0324 7.778 -0.1756 -0.0001 -0.0008 -0.0008
Si -0.1832 11.2368 0.181 0.0005 -0.0004 0.0001
Si 2.5711 14.0223 0.4542 0.0014 -0.0012 -0.0022
Si 5.7967 -0.2539 0.372 -0.0009 0.0006 -0.0015
Si 8.5212 2.3368 0.2485 -0.0001 -0.0002 -0.0003
Si 5.3714 5.6241 0.0052 0.0006 -0.0001 -0.0002
Si 8.1389 8.4849 0.2277 0.0007 -0.0002 0.0001
Si 5.8707 10.6301 0.0387 -0.0003 -0.0002 -0.001
Si 7.875 13.8067 0.0451 -0.0002 -0.0002 -0.0009
Si 10.7153 0.1775 -0.0164 0.0006 -0.0004 -0.0009
Si 13.3386 2.8308 -0.046 -0.0001 0 -0.0014
Si 11.1656 5.1121 -0.076 0.0002 -0.0003 -0.0013
Si 13.2025 8.6057 -0.2233 0.0005 -0.0003 -0.0008
Si 10.9288 10.7151 0.414 0.0002 -0.0005 -0.0001
Si 13.938 13.4152 0.0138 0 -0.0002 0.0002
Si 1.4524 1.377 1.347 0.0004 -0.0001 -0.0006
Si 4.2071 3.9877 1.2571 0 -0.0003 -0.0005
Si 1.3598 6.6874 1.0776 0.0001 0.0001 0.0003
Si 4.1127 9.4802 1.1469 0.0004 -0.0002 0.0003
Si 1.3758 12.329 1.5268 0.0002 -0.0003 0.0006
Si 4.1706 15.0687 1.7158 0.0003 0.0002 -0.0008
Si 7.0034 1.2479 1.633 0.0003 -0.0004 0.0003
Si 9.6573 4.0226 1.3811 0.0002 0.0003 -0.0001
Si 6.9014 6.8136 1.3294 0.0002 0.0001 -0.0002
Si 9.514 9.5288 1.765 0.0002 0.0006 -0.0006
Si 6.8453 12.2251 1.4472 0.0001 0 0.0003
Si 9.5474 14.9279 1.3081 -0.0002 0.0005 0.0003
Si 12.2299 1.336 1.3657 0 -0.0006 0.0003
Si 15.0256 4.0106 1.1433 0.0005 -0.0003 0.0004
Si 12.3003 6.8097 1.14 0.0004 -0.0002 0.0007
Si 14.9162 9.5382 1.2033 0.0001 -0.0002 -0.0001
Si 12.3166 12.3042 1.3724 0.0002 -0.0003 -0.0001
Si 15.015 14.9374 1.439 -0.0005 -0.0004 0
Si 0.0101 2.7125 2.6439 0.0004 0.0003 -0.0005
Si 2.7509 0.1289 2.8883 0.0001 0 0.0005
Si 0.0074 8.1047 2.4844 0.0007 -0.0002 -0.0003
Si 2.7373 5.3746 2.5674 0.0001 -0.0001 0.0002
Si 0.0178 13.6475 2.8846 0.0003 0 0.0002
Si 2.7831 10.8254 2.6404 0.0002 -0.0001 -0.0003
Si 5.5194 2.6953 2.7363 -0.0002 0.0001 0
Si 8.3176 -0.1278 2.9046 0.0003 -0.0005 0
Si 5.4519 8.1686 2.6494 -0.0001 -0.0002 0
Si 8.2395 5.4133 2.6688 0 0.0001 -0.0003
Si 5.4776 13.5305 2.8746 -0.0003 0.0001 -0.0002
Si 8.1542 10.9707 2.9372 0.0003 -0.0003 0
Si 10.9527 2.6885 2.8018 0.0003 0 0.0002
Si 13.6181 -0.0051 2.7076 0.0005 0 0
Si 10.9742 8.0318 2.7554 0.0001 -0.0007 -0.0002
Si 13.7026 5.4611 2.5354 -0.0002 -0.0002 -0.0002
Si 10.9153 13.6248 2.7108 0.0007 -0.0004 -0.0001
Si 13.6321 10.8645 2.7068 0.0003 0 -0.0001
Si 1.3738 4.0859 4.0109 0.0003 -0.0003 0.0004
Si 4.1355 1.4489 4.1876 0.0004 0.0001 0.0005
Si 1.3591 9.4575 3.9376 0.0003 -0.0002 0.0003
Si 4.0728 6.7744 3.9702 0.0003 -0.0001 0
Si 1.386 15.0292 4.1819 0.0003 0.0001 0.0006
Si 4.0632 12.1653 4.1318 -0.0001 0.0001 -0.0001
Si 6.852 4.0969 4.0495 0.0003 0.0001 0.0002
Si 9.6038 1.3442 4.1854 0.0003 -0.0001 0.0005
Si 6.7493 9.5207 4.1208 0.0001 -0.0003 0.0003
Si 9.5736 6.7303 4.094 -0.0001 -0.0001 -0.0002
Si 6.8524 14.9126 4.2024 -0.0001 -0.0002 0
Si 9.5818 12.3094 4.1805 0.0005 0.0001 0.0002
Si 12.3505 4.1174 4.0225 0.0001 -0.0001 -0.0001
Si 14.9978 1.3619 4.0486 -0.0001 -0.0004 -0.0002
Si 12.2923 9.4846 4.0746 0 -0.0005 0.0001
Si 15.021 6.7976 3.9709 0.0003 -0.0002 0.0001
Si 12.2518 14.985 4.0795 0.0001 -0.0001 -0.0001
Si 14.9755 12.2046 4.1106 0.0006 -0.0005 0.0001
Si -0.0067 0.0359 5.4867 0.0002 0 0.0006
Si 2.7142 2.787 5.4694 0.0003 0.0002 0.0007
Si 0.0277 5.4499 5.3939 0.0001 -0.0001 0.0001
Si 2.704 8.1204 5.3564 0.0003 -0.0002 0.0001
Si 0.0277 10.8195 5.3907 0.0001 0 0.0002
Si 2.7191 13.588 5.4765 0.0003 -0.0002 0.0008
Si 5.4673 0.0069 5.4954 0.0002 -0.0001 0.0002
Si 8.1814 2.739 5.441 0.0001 -0.0003 0.0001
Si 5.4458 5.4496 5.3761 0.0002 -0.0001 0
Si 8.1779 8.1406 5.3977 0.0004 -0.0002 0
Si 5.4047 10.8425 5.5198 0.0003 -0.0003 0.0003
Si 8.1997 13.6073 5.5696 0.0003 -0.0003 0.0002
Si 10.9511 -0.0055 5.5144 0 -0.0002 0.0002
Si 13.6653 2.7439 5.4183 0.0002 0.0002 -0.0002
Si 10.9495 5.4082 5.4451 0.0004 -0.0003 0.0002
Si 13.6741 8.1404 5.4116 0.0003 0.0001 0.0001
Si 10.9255 10.8552 5.4462 0.0005 -0.0002 0
Si 13.602 13.5893 5.4173 0.0006 0 0.0002
Si 1.3596 1.404 6.8277 0.0004 -0.0003 -0.0002
Si 4.0835 4.1425 6.8025 0.0006 -0.0002 0
Si 1.375 6.8024 6.791 0 0.0002 0.0002
Si 4.0116 9.4666 6.8055 0 -0.0001 0.0001
Si 1.3189 12.2125 6.7894 0.0002 0 0.0001
Si 4.0728 14.9724 6.8331 0.0002 -0.0003 -0.0003
Si 6.8148 1.4149 6.8181 0.0003 -0.0001 -0.0001
Si 9.5483 4.083 6.8038 -0.0001 -0.0002 0.0002
Si 6.7989 6.8002 6.7505 0.0003 -0.0001 0.0002
Si 9.5212 9.5016 6.7763 0.0001 -0.0001 0
Si 6.7762 12.2352 6.8489 -0.0001 0 0.0001
Si 9.5488 15.0038 6.8714 0.0004 0.0002 0.0002
Si 12.3055 1.3879 6.8112 0.0007 -0.0001 0.0001
Si 15.0136 4.09 6.7966 0 -0.0002 0.0002
Si 12.2913 6.8046 6.7945 0.0001 -0.0003 -0.0001
Si 15.0103 9.4982 6.8064 0.0002 -0.0002 0.0003
Si 12.2789 12.2319 6.7953 -0.0001 -0.0003 0.0001
Si 14.9497 14.9542 6.7811 0.0001 0 0.0003
Si 0.0187 2.7446 8.2136 0 0 -0.0002
Si 2.6939 0.0179 8.1842 0.0004 -0.0001 0.0004
Si 0.0265 8.1513 8.1892 0.0001 -0.0001 0.0001
Si 2.7325 5.4671 8.1966 0.0005 -0.0003 0.0001
Si -0.0613 13.5767 8.1547 0.0002 -0.0001 0.0003
Si 2.6481 10.8462 8.1544 0.0002 -0.0001 0.0002
Si 5.4277 2.7729 8.1635 0.0002 0 0.0002
Si 8.1712 0.0736 8.1756 0.0001 -0.0002 0.0001
Si 5.4113 8.1094 8.1324 -0.0001 -0.0005 0.0003
Si 8.1636 5.4744 8.136 0.0002 -0.0001 0.0002
Si 5.409 13.6147 8.2073 0 -0.0003 0
Si 8.1429 10.8499 8.1373 0.0003 -0.0001 0.0002
Si 10.8933 2.7167 8.1506 0.0003 -0.0004 0.0002
Si 13.6431 -0.0004 8.1536 0.0001 0 0.0001
Si 10.8989 8.1644 8.1512 0.0003 0.0002 -0.0001
Si 13.6386 5.4352 8.1645 0.0003 0 0.0001
Si 10.9218 13.5959 8.1432 0.0003 0 0.0001
Si 13.6383 10.8832 8.1651 0.0002 0 0
Si 1.3881 4.1014 9.5784 0.0001 0 0.0003
Si 4.0615 1.4141 9.5262 0.0003 -0.0001 -0.0001
Si 1.327 9.5313 9.6037 0.0001 0.0001 -0.0002
Si 4.0934 6.7975 9.5862 0.0005 0.0005 0
Si 1.2753 14.9687 9.4919 0.0001 -0.0001 0.0001
Si 3.9696 12.2291 9.4989 0.0001 0 0.0004
Si 6.7757 4.1632 9.5168 0.0002 -0.0001 0.0004
Si 9.5295 1.4105 9.5535 0.0001 -0.0001 0.0001
Si 6.7384 9.5039 9.4614 0.0003 -0.0001 0.0003
Si 9.521 6.8196 9.5244 0.0001 -0.0002 0.0005
Si 6.776 15.0602 9.4913 0 -0.0001 0.0004
Si 9.5383 12.2209 9.4344 0.0003 -0.0003 0.0003
Si 12.237 4.076 9.4963 0.0006 -0.0003 0.0003
Si 14.9887 1.3321 9.5418 0.0004 -0.0002 0.0003
Si 12.2522 9.5415 9.5134 0.0005 -0.0001 0.0007
Si 15.01 6.7749 9.5428 0.0004 0.0002 -0.0002
Si 12.2496 14.9931 9.4894 0.0002 -0.0001 0.0004
Si 14.9283 12.2495 9.5969 0.0001 -0.0001 -0.0003
Si -0.0208 -0.0348 10.9515 0.0005 -0.0002 0
Si 2.7419 2.7495 10.9641 0.0003 -0.0001 0.0003
Si 0.0429 5.4474 10.9612 0.0002 0.0004 0
Si 2.7418 8.1757 10.9328 -0.0001 0 -0.0003
Si -0.0604 10.8807 10.9952 0.0006 -0.0001 -0.0001
Si 2.5606 13.5773 10.8468 0.0003 0 0.0002
Si 5.3916 0.0594 10.8946 -0.0003 0 0.0002
Si 8.1285 2.8125 10.8472 0 -0.0003 0.0004
Si 5.4493 5.4604 11.0018 0.0001 -0.0002 0.0001
Si 8.124 8.2178 10.8397 0.0002 -0.0002 -0.0001
Si 5.3302 10.8388 10.7961 0.0002 -0.0004 -0.0001
Si 8.2202 13.6753 10.686 0.0003 0.0005 -0.0002
Si 10.924 0.0286 10.8576 0.0006 -0.0001 0.0004
Si 13.5797 2.688 10.8325 0.0001 0.0003 0.0003
Si 10.8641 5.405 10.8751 0.0002 -0.0002 0.0002
Si 13.606 8.1406 10.8409 0.0001 -0.0001 -0.0001
Si 10.863 10.9083 10.8663 0.0001 -0.0002 -0.0003
Si 13.5249 13.6558 10.9202 0 -0.0004 0.0001
Si 1.4043 1.3126 12.2839 0 -0.0001 0.0005
Si 4.0906 4.0827 12.4148 0.0003 0.0001 0.0003
Si 1.4392 6.8214 12.3399 0.0004 -0.0003 0.0002
Si 4.0386 9.5491 12.3405 0.0002 0 0.0008
Si 1.226 12.3182 12.3781 -0.0002 -0.0003 0.0002
Si 3.9251 14.9645 12.1158 0.0002 0.0002 0.0004
Si 6.7578 1.5034 12.2109 0 0 0.0004
Si 9.4598 4.1072 12.2819 0.0001 -0.0001 0.0004
Si 6.8182 6.925 12.2903 0.0002 0.0003 0.0003
Si 9.4644 9.5775 12.2057 0 0 0.001
Si 6.7502 12.3359 11.8429 0.0002 0.0003 0.0004
Si 9.5527 14.9749 12.1334 0 -0.0004 0.0004
Si 12.2452 1.3844 12.2703 0.0004 0.0001 0.0002
Si 14.964 3.9852 12.1765 0.0006 0 0.0004
Si 12.2705 6.7525 12.1733 0.0006 -0.0003 0.0001
Si 14.8728 9.4667 12.2985 0.0001 -0.0001 0.0005
Si 12.0924 12.3454 12.2745 0.0001 0 0
Si 14.854 14.9915 12.3267 0 -0.0003 0.0002
Si -0.0119 2.657 13.5702 -0.0001 -0.0003 0.0004
Si 2.6683 -0.1362 13.6766 0.0002 -0.0003 0.0001
Si 0.0056 8.1386 13.6686 0.0002 0.0003 0.0002
Si 2.8013 5.5187 13.8256 0.0001 0.0001 0.0002
Si -0.3168 13.5722 13.7915 0.0002 -0.0002 0.0002
Si 2.6536 10.9529 13.6925 0.0003 0.0001 -0.0005
Si 5.4424 2.6836 13.8109 0.0002 -0.0002 0
Si 8.1597 0.055 13.3449 0.0002 -0.0003 0
Si 5.5153 8.2852 13.739 0.0002 -0.0003 -0.0002
Si 8.1426 5.5496 13.6535 0.0006 0 0
Si 5.4063 13.5969 13.2263 0.0001 0 -0.0001
Si 8.079 11.1941 13.2991 0.0004 -0.0006 0.0005
Si 10.7867 2.6624 13.6039 0.0001 0 0.0001
Si 13.6014 0.1047 13.7351 -0.0001 -0.0001 0.0001
Si 10.7789 8.0254 13.4631 0 -0.0006 -0.0004
Si 13.6251 5.336 13.5203 0 0.0001 0.0003
Si 10.7912 13.7362 13.751 -0.0004 0.0002 0.0002
Si 13.3561 10.8527 13.5224 0.0006 0 -0.0002
Si 1.1866 4.1443 14.8858 0.0004 -0.0003 0.0009
Si 4.3742 0.8611 15.0028 -0.0001 0.0002 0.0014
Si 0.9658 9.8725 14.9842 0.0007 -0.0003 0.001
Si 4.425 6.7436 15.182 0.0002 0 0.0013
Si 0.9485 15.1274 14.9981 0.0003 -0.0003 0.0015
Si 4.4308 12.1311 14.7328 0.0004 0 0.0015
Si 6.5946 4.4353 14.9675 0.0002 0.0001 0.0011
Si 9.6552 0.9991 14.8653 -0.0001 -0.0001 0.0016
Si 6.7209 10.0605 14.7688 0.0005 0.0003 0.0013
Si 9.8436 6.5103 15.0202 0.0005 0.0001 0.0009
Si 6.6467 15.0854 14.4953 0 0 0.001
Si 8.82 12.9232 14.8055 0.0003 -0.0002 0.0023
Si 12.033 4.1881 14.8258 0.0001 -0.0001 0.0006
Si 15.2256 1.2147 15.1152 0.0003 0.0003 0.0005
Si 11.8655 9.5437 14.7537 -0.0004 0 0.0012
Si 15.3108 6.3469 14.8058 0.0002 -0.0001 0.0013
Si 12.0498 15.2964 15.0706 0.0002 0 0.0011
Si 14.7526 11.8427 15.0778 0.0003 -0.0009 0.0019
Si 8.5732 -15.2167 17.7399 0 0.0002 0.0031
Si 10.7593 2.3475 24.3861 -0.0002 -0.0001 -0.0002
Si 8.6245 -5.9837 20.8617 -0.0005 0.001 -0.0001
Si 3.8998 -8.264 18.1134 0 -0.0003 0.0014
Si 13.4632 7.7533 16.8011 0.0005 0.0002 0.0016
Si 13.0571 -1.6435 18.0686 0.0002 0.0005 0.0012
Si 10.6825 -13.9085 21.2483 -0.0009 -0.0002 0.0005
Si 17.9144 -21.5211 27.4724 -0.0002 0.0013 -0.0006
Si 24.3515 -15.2064 21.6588 -0.0006 0.0003 0
Si 32.5423 -3.5175 21.5332 0.0005 -0.0001 0.0004
Si 19.242 13.6471 27.3729 0.0003 0.0007 -0.0001
Si 14.6362 7.8046 19.4191 0 -0.0002 0.0005
Si -16.8225 -5.878 19.7295 0.0013 0.0005 0.0007
Si 9.8439 23.4217 27.627 -0.0005 -0.0003 -0.0014
Si 19.426 -9.0049 22.8361 0.0001 -0.0001 0.0006
Si -8.4962 -9.4415 25.2145 -0.0009 -0.0005 -0.0007
Si -0.9966 -1.1333 19.9922 0.0003 0.0004 0.0005
Si 30.6311 -1.6098 22.7783 0.0002 0.0001 0.0006
Si 13.3742 -4.6707 18.0398 0.0005 0.0001 0.0011
Si 6.9392 -0.7866 19.3765 0.0001 0.0001 0.001
Si 7.2125 20.1353 17.8011 0 0 0.0013
Si 9.3942 15.9501 24.1552 -0.0004 0.0005 -0.0005
Si -2.8178 2.7969 17.2949 -0.0002 -0.0002 0.0019
Si 22.6387 8.4618 20.0743 -0.0001 0.0001 0.0009
Si 8.1396 4.0714 24.945 -0.0009 -0.0007 -0.0014
Si 20.939 0.3026 24.8235 -0.001 -0.0001 0
Si 15.1755 17.6987 27.5869 0.0001 0.0001 -0.0014
Si 6.7422 20.0597 27.687 -0.0003 -0.0001 -0.0016
Si 2.4614 2.2075 17.1461 0 -0.0002 0.0021
Si 15.674 16.7702 24.8095 -0.0001 -0.0005 -0.0006
Si 18.3696 -1.0739 25.2192 0.0005 -0.0005 -0.0018
Si 16.0414 3.3521 23.8578 0.0005 -0.0004 0
Si 27.0605 -6.399 18.8107 -0.0013 0.0003 0.0008
Si 13.3925 36.612 25.0128 0.0005 -0.0005 -0.001
Si 4.389 -22.7077 22.1314 0 -0.0001 -0.0006
Si 3.769 15.065 19.4588 0.0002 0.0004 0.0011
Si -9.4766 -18.2079 24.0081 0.0003 0.0001 -0.0006
Si -1.6812 4.7998 19.5683 0.0004 -0.0006 0.0005
Si 9.7058 -3.9316 27.8791 0.0012 0.0004 -0.001
Si 28.114 -2.3137 24.5556 0.0005 0.0007 -0.0009
Si 7.2444 -19.4662 21.1448 -0.0004 0.0001 0.0004
Si 11.9986 -18.0918 27.6247 0.0001 -0.0005 0.0009
Si 12.4147 8.6671 26.5683 0.0006 0.0003 -0.0008
Si -7.1047 -5.7684 16.3411 0.0009 0.0015 0.0005
Si -5.4548 11.1166 25.4516 -0.0004 0.0002 -0.0004
Si 23.8085 5.5287 20.2416 -0.0006 -0.0002 0.0004
Si -3.4091 -9.8321 21.3541 0.0001 -0.0004 0.0003
Si 1.6053 -6.367 24.876 0.0002 0.0007 -0.0003
Si 21.6613 -13.0019 24.1655 -0.0047 -0.0007 -0.001
Si 36.8391 12.6853 21.4432 0.0007 0.0001 0.0001
Si 0.5159 -8.9125 24.4431 0.0003 -0.0006 -0.0007
Si -2.6079 6.8531 24.3617 0.001 -0.0005 -0.0007
Si 5.7778 3.1232 21.4514 0.0001 -0.0004 0.0002
Si -11.7725 -4.884 27.0545 -0.0002 -0.0004 -0.0011
Si -5.8919 5.3496 20.3743 0.0006 -0.0005 0.0007
Si 4.4817 3.567 18.9784 -0.0001 -0.0005 0.0008
Si 2.5357 7.6994 26.4666 -0.0001 -0.0001 -0.0003
Si 6.121 11.3702 24.4833 -0.0002 -0.0001 -0.0008
Si 8.6654 9.6825 23.8919 -0.0003 -0.0004 0.0013
Si 18.5963 -19.9357 23.4762 0.0003 -0.0001 -0.001
Si 4.6392 1.4732 27.6457 0.0007 -0.0013 -0.0018
Si 18.3353 10.4283 17.7699 -0.0013 0.0003 0.0015
Si 21.1186 22.5052 25.1827 -0.0003 -0.0007 -0.0008
Si 17.7854 17.2047 19.6007 0.0005 -0.0001 0.001
Si 35.4388 -2.8783 16.9269 0.0001 0.0002 0.0023
Si 27.8715 0.8144 18.914 0.0002 0.0001 0.0012
Si 17.1988 20.0048 20.9264 0.0003 -0.0003 0.0003
Si 27.1497 -9.3573 17.8099 0.0001 -0.0009 0.0012
Si 19.364 22.2431 20.0598 0.0003 -0.0008 0.0008
Si 15.8503 20.3392 26.6942 0.0004 -0.0004 -0.0015
O 11.9714 -17.0678 -10.8565 0.0003 -0.0002 -0.0005
O -3.3646 -10.8248 -4.8309 -0.0004 0.0005 0
O 11.099 -13.979 -6.8928 -0.0001 0.0001 0.0009
O 13.1722 8.0767 -4.4386 -0.0001 0 0.0007
O -0.1799 5.1519 -1.8765 0.0003 -0.0003 0.0014
O 5.6254 -12.8036 -11.836 0.0002 -0.0002 0
O 12.2682 3.9814 -0.5707 0.0001 0.0004 0.0009
O -2.9735 6.9922 -6.8882 0.0003 -0.0022 0.0005
O 4.3141 5.0564 -10.127 -0.0001 0.0002 -0.0002
O 4.0921 12.917 -3.1641 0 -0.0003 0.0011
O 5.4945 11.4157 -1.3369 -0.0002 0.0001 0.0016
O 16.1118 13.7826 -9.4677 -0.0005 -0.0002 0.0003
O 17.4419 -9.2192 -3.7634 0.0002 0.0001 0.0008
O 4.2395 6.707 -0.454 -0.0002 0.0003 0.0003
O 7.6444 2.9924 -0.9269 0.0006 -0.0005 0.0014
O 3.233 -14.2098 -1.5215 0.0002 0.0002 0.0011
O 7.7346 4.1555 -3.1933 -0.0002 -0.0002 0.0004
O 11.9578 9.6549 -0.2683 -0.0009 -0.0005 0.0009
O 22.6406 13 -5.1755 -0.0003 -0.0004 0.0002
O 14.2505 3.9086 -3.3042 -0.0001 -0.0001 0.0007
O 14.0406 3.9377 -11.3664 0.0001 -0.0001 -0.0007
O 1.6116 23.2064 -6.3434 0 0.0001 0.0006
O 5.4886 21.8636 -14.1771 0.0003 -0.0003 -0.0003
O 4.749 18.178 -5.3079 -0.0009 0.0008 0.0007
O 25.0565 -14.9687 -13.5449 0.0007 -0.0005 -0.0013
O 11.4068 -0.4027 -1.398 -0.0003 -0.0003 0.0006
O 17.0769 -5.7677 -0.9829 -0.0001 0.0006 0.0005
O 7.3711 -2.1742 -7.2277 0.0002 -0.0007 0.0001
O 9.1889 8.0126 -0.9216 -0.0007 -0.0002 0.001
O 10.4125 5.7182 -1.4047 0.0004 -0.0006 0.0011
O 12.3087 -9.6171 -12.4728 0.0001 0.0001 -0.001
O 20.0943 13.081 -6.7266 -0.0003 -0.0005 -0.0004
O 11.0516 7.8508 -2.8196 0 -0.0007 0.0009
O 11.9922 -6.1105 -3.4488 -0.0002 -0.0006 0.0008
O 16.9731 16.0009 -4.3719 -0.0009 -0.0011 0.0004
O 13.8811 18.2544 -1.3046 -0.0003 0.0004 0.0011
O 10.5835 -6.0982 15.5081 -0.0014 0.0022 0.0004
O 5.5724 -0.2564 15.3265 0.0003 -0.0005 -0.0007
O 19.4956 -5.613 27.5037 0.0004 0 0
O 1.5402 -2.0777 16.2526 -0.0006 0.0005 -0.0014
O 20.5996 6.7639 23.7809 0.0001 0.0002 0.0008
O 4.6361 0.4016 26.4408 -0.0005 0.0013 0.0028
O 12.901 -3.1903 18.5043 0.0004 -0.0009 -0.0007
O 17.7587 15.0068 29.5033 0.0003 0.0006 0.0007
O 12.5865 18.0494 18.0703 0.0011 0.0004 -0.0005
O 1.4972 9.5598 16.4901 -0.0011 0.0006 -0.0004
O 1.688 3.1942 16.1293 0 0.0002 -0.0006
O -3.7153 3.5566 16.1979 0 0 -0.0008
O 16.4271 0.056 19.9359 -0.0004 -0.0002 -0.0001
O 7.5426 4.0341 16.2434 -0.0002 0.0003 -0.0008
O 15.6482 -7.457 20.0741 0.0007 0.0005 0.0003
O 26.8046 -1.5667 23.9624 0.0006 -0.0009 0.0018
O -4.2026 2.9275 25.0772 -0.0005 0.0003 0.0004
O 14.6798 1.9759 16.4812 0.0006 -0.0005 -0.0009
O 5.7537 -3.7172 21.2009 0.0006 0 0.0003
O -0.0924 2.5796 27.3709 0.0001 -0.0004 0.0005
O 21.642 15.5855 19.3815 0.0004 0.0005 0.0001
O 11.3311 -10.0211 21.3101 0.0006 0.0007 -0.0001
O 7.5497 9.5214 19.9301 0 -0.0005 0.0002
O 14.5285 -1.1529 18.5811 -0.0002 -0.0002 -0.0005
O 15.2056 6.2919 19.15 0.0003 0.0004 -0.0001
O 19.4551 3.1487 18.2666 0.0006 -0.0003 -0.0001
O -2.9918 7.6908 20.3603 0.0007 -0.0001 0.0008
O 29.1467 -1.4917 16.4598 -0.0002 0.0001 -0.0011
O 14.6412 6.9072 16.1546 0.0009 -0.0005 -0.0009
O 17.7895 1.2648 18.0101 0.0003 0.0002 -0.0005
O 19.1156 -7.3573 25.4586 -0.0004 -0.0003 0.0004
O 25.4207 18.5263 21.1175 0.0003 -0.0002 -0.0001
O 7.5852 -0.165 18.0124 0.0003 0.0005 -0.0002
O 10.9663 13.388 27.9682 -0.0005 -0.0005 -0.0016
O 19.2079 7.0561 18.9078 0.0004 0.0002 -0.0003
O 25.3668 12.1601 16.224 -0.0001 -0.0011 -0.001
O -0.9716 -9.5418 24.3943 0 0.0002 0.0001
O 1.8236 4.8848 20.4035 0.0003 0.0001 0
O 19.6768 -1.8794 18.0383 -0.0002 -0.0004 -0.001
O 3.2992 9.5739 18.2256 -0.0005 -0.0001 -0.0005
O 14.3059 -17.3023 21.2655 0 -0.0005 0.0003
O 9.4764 -6.0378 17.8799 0.0011 -0.0004 -0.0014
O 14.4284 3.6314 23.7817 0.0003 -0.0001 0.0008
O 3.683 11.1375 21.2445 0.0001 -0.0006 0.0003
O -1.7153 11.1079 18.9025 0.0005 -0.0006 -0.0003
O -5.4291 5.2878 15.2248 0 -0.0004 -0.0001
O 5.2582 10.7047 23.2796 0.0004 0.0001 0.0007
O -0.0152 0.0366 15.5387 0.0006 -0.0004 -0.0003
O 8.2334 -4.4149 21.0891 0.0007 -0.0005 -0.0002
O -9.6765 18.2236 22.02 0.001 -0.0001 0
O 3.513 -2.662 28.8637 -0.0015 0.0019 0.001
O 21.9448 2.684 27.1903 0.0002 0.0001 0.0002
O -2.9389 -2.1657 28.3549 0.0007 -0.0001 0.0004
O -14.779 -3.5746 27.4335 0.0015 0.0009 0.002
O 3.6147 1.3415 16.3888 0.0008 -0.0005 -0.001
O 10.91 -7.9976 18.6719 0 0.0005 -0.0013
O 5.3756 9.0402 21.2523 0.0005 -0.0004 -0.0006
O -0.4153 0.2266 28.4466 0.0007 -0.0006 0.0012
O 0.8528 10.5785 26.1625 0.0005 0.0019 0.0007
O 7.6001 0.1134 20.5146 0 0 -0.0004
O 1.8089 -18.8745 24.5867 0.0003 0.0002 0.0008
O 35.005 -4.3538 17.4278 -0.0007 -0.0007 0.0001
O 18.889 -1.2672 26.7366 -0.0001 -0.0012 0.0019
O 8.6486 9.6038 22.2899 0.0004 -0.0002 0.001
O 28.5077 -1.6645 26.0119 -0.0004 -0.0007 0.0015
O 3.5839 -2.5004 20.4867 0.0005 -0.0003 -0.0002
O 16.1979 1.7584 24.0445 -0.0002 -0.0005 0.0004
O 15.8138 -12.475 20.1333 0 -0.0001 0.0002
O 12.895 -2.0632 23.4123 -0.0009 -0.0009 0.0003
O 19.7087 6.6924 21.402 0.0001 0.0001 0.0005
O 11.5641 12.4131 24.7453 -0.0004 -0.0002 0.0002
O 17.6842 12.8676 22.1613 -0.0009 -0.0007 0.0005
O -1.4495 -0.4927 23.7794 0.0001 0 -0.0001
O 10.8424 0.0184 15.4608 0.0003 -0.0004 -0.0002
O 3.1368 -0.2314 24.3886 0.0004 0 -0.0004
O -10.286 5.0394 28.327 0 -0.0003 0.001
O 9.705 11.7041 26.4278 0 0.0008 0.0016
O 8.6609 6.8026 26.5907 0.0015 0.0004 -0.0014
O 7.5698 5.1222 18.6671 0.0005 0.0002 0.0001
O 1.632 3.9716 29.183 0.0006 -0.0007 0.0011
O -2.7212 5.1251 20.7861 -0.0003 0.0002 0.0001
O -2.4303 -4.4708 16.4958 0 0.0002 -0.0005
O 8.3664 -3.117 28.2815 0.0004 0.0003 0.0011
O 3.2447 -7.3847 22.7019 0.0003 -0.0001 0.0003
O 0.5396 3.7868 22.5312 -0.0002 -0.0002 0.0001
O 7.8739 9.74 15.9167 -0.0002 -0.0007 -0.0032
O -1.2795 12.2948 29.2406 0 -0.0002 0.0004
O 23.2809 3.2474 24.2428 -0.0025 0.0009 0.002
O 20.3414 7.4888 16.5864 0.0004 -0.0005 -0.0008
O 7.6132 10.7808 24.4114 -0.0001 -0.0002 0.0005
O 2.1954 11.2057 24.0345 -0.0002 -0.001 0.0012
O 8.2222 5.5741 24.3455 -0.0011 0 0.0005
O -9.6431 4.3512 20.9797 0.0009 0 -0.0011
O 4.8641 3.6869 22.6552 0.0004 0.0005 0.0015
O 38.3474 -0.7334 24.1714 -0.0002 -0.0005 0.0003
O 12.8714 -7.4226 15.8665 0.0002 -0.0002 0
O 8.2505 8.2273 24.4404 0.0004 -0.0002 -0.0006
O 23.1865 -9.3389 20.4659 0.0016 0.0009 -0.0001
O 10.1501 -6.036 20.2794 0.0002 -0.0001 -0.0013
O 21.2014 2.598 20.2166 0.0008 0.0004 -0.0003
O 24.2944 2.4867 18.3552 0 0.0003 0.0001
O 26.3633 0.9058 18.3676 0 -0.0001 -0.0002
O 0.2431 4.1193 25.2228 -0.0004 -0.0002 0.0008
O 16.824 9.0299 24.1545 0.0002 0.0003 0.001
O 15.1981 -2.9602 22.6701 0 0.0009 -0.0004
O -11.4962 4.5445 25.1237 -0.0003 -0.0001 0.0005
O 10.5079 -10.5855 18.8036 0.0002 -0.0001 -0.0005
O 11.5301 -15.035 20.4591 0.0003 -0.0003 -0.0002
O 20.0621 22.9567 26.3176 0 -0.0001 0.0008
O 12.0823 -5.6283 18.3346 0.0003 -0.0002 -0.0007
O 8.1206 15.1403 24.8159 -0.0002 -0.0006 -0.0007
O 8.942 -10.7979 20.8965 0.0008 0 -0.0001
O 8.7423 0.3154 22.8474 0.0008 -0.0003 0.0009
O 5.1901 16.9896 28.8968 0.0002 -0.0004 0.0006
O 5.3935 10.8354 25.8292 -0.0003 0.0002 0.0014
O 7.0205 9.5252 29.3143 -0.0004 0 0.0003
O 15.9218 11.286 21.1117 0.0001 -0.0005 -0.0011
O 14.1466 24.8193 18.0492 0 -0.0008 -0.0002
O 10.2296 -15.4702 24.865 0.0002 0.0001 0.0004
O 10.1388 -6.1902 24.3932 0.0001 0 0.0006
O 1.4741 18.5394 20.547 -0.0003 -0.0001 0.0002
O -1.5659 0.7979 26.116 0.0001 -0.0005 0.001
O 17.2183 -5.7957 18.9138 0.0002 -0.0006 0.0006
O 9.5823 1.2893 29.243 0.0004 -0.0004 0.0001
O 16.3875 5.2401 15.372 0.0004 -0.0004 -0.0002
O 9.7484 7.0965 16.5733 0.0006 -0.0005 -0.0004
O 9.558 3.3665 24.7201 -0.0003 -0.0006 -0.0007
O 7.7114 -2.2669 15.2636 0 -0.0004 -0.0008
O 13.4384 -7.8804 27.841 -0.0001 0.0001 0.0008
O 16.052 -5.4441 15.3035 0.0005 0.0001 0
O 21.7258 -8.1122 18.7455 -0.0003 -0.0001 -0.0004
O 18.7618 -8.2217 28.0264 0.0004 0.0002 0.001
O 7.4203 -2.2917 19.765 0.0001 0.0001 -0.0001
O 9.9011 11.2403 28.9686 -0.0001 -0.0006 0.0005
O 19.1057 16.2836 19.8768 0 -0.0004 0.0002
O 23.065 14.9224 29.3817 0.0001 -0.0012 0.0015
O 20.3111 13.1944 15.884 0.0015 -0.0005 -0.002
O 10.9742 3.8397 20.5474 0.0005 -0.0001 0.0002
O 21.8592 11.0573 15.3516 -0.0003 0.0001 -0.0003
O 22.5699 6.8156 25.5068 0.0006 -0.0001 0.0008

Results
free energy: -283320.807 eV
free energy less fixed offsets of O -570.45, Si -639.56 eV per atom: -7.447 eV

The program warned: the cutoff lies below the one the program advises for these potential files; the forces do not sum to zero within the program's tolerance; empty levels may hold ghost states of the PAW files; the exchange-correlation potential is rough where the density is thin.
